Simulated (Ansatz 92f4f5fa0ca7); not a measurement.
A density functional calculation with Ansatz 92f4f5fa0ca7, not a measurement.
Periodic cell of 234 atoms, Si134O100, from a study of silicon, its oxide and their interface. The atomic structure is a simulated model.

Settings: functional r2SCAN; potential files Ansatz norm-conserving; basis plane waves; wave-function cutoff 1300 eV; density cutoff ratio 4; exchange-correlation grid ratio 1; k mesh 2 x 2 x 1, shifted by 0.5 0.5 0.5 of a step; self-consistency stop 5e-08 eV per atom in the density residual; occupations Fermi-Dirac, 0.05 eV; spin none; net charge 0.

Cell vectors (angstrom)
a	11.5403	0	0
b	0	15.3871	0
c	-2.3362	-6.8647	22.378

Atoms and the computed forces on them: element, x, y, z (angstrom), force x, y, z (eV/angstrom)
Si	0.6308	-1.0817	0.1962	-0.1522	-0.1552	-0.1745
Si	1.5536	2.7211	0.4011	0.0419	0.1119	-0.1354
Si	1.3026	5.7923	0.0608	-0.0553	-0.215	-0.4276
Si	1.1577	9.9047	-0.5517	-0.0627	0.1303	-0.2026
Si	4.6877	-0.6172	0.0102	-0.0018	0.1224	-0.1146
Si	5.0822	2.5183	0.3664	0.0812	0.1881	-0.4562
Si	5.0934	5.7605	0.225	0.183	-0.2872	-0.2967
Si	5.1317	8.8584	-0.5977	0.3578	-0.158	-0.5072
Si	8.6543	-1.6353	0.3172	-0.1665	-0.0962	-0.6591
Si	9.0364	2.6578	0.2945	0.0062	0.3127	-0.0362
Si	8.9847	5.7509	0.2617	0.1015	-0.3817	0.0395
Si	8.9502	10.5507	-0.1207	-0.0646	0.3448	-0.6407
Si	2.822	-1.2569	1.324	-0.1154	0.1375	-0.3207
Si	3.2975	2.4677	1.8399	-0.1951	0.1312	-0.2691
Si	3.1785	6.0852	1.4785	-0.3029	-0.328	-0.1684
Si	3.1827	9.8042	0.7901	-0.1954	-0.3105	-0.0519
Si	6.6064	-1.4012	1.3575	-0.0429	0.2463	-0.2407
Si	7.0347	2.2825	1.5676	0.3653	0.0407	-0.3442
Si	6.9967	6.1281	1.4929	0.1936	-0.1679	-0.2194
Si	6.8925	9.8395	0.9373	0.1768	-0.1016	-0.1188
Si	10.5257	-1.4647	1.6934	0.068	0.173	-0.0928
Si	11.0363	2.2516	1.5002	0.0518	0.3344	-0.2349
Si	10.9659	6.2651	1.4108	-0.0893	-0.0762	-0.3119
Si	10.9059	10.1202	1.0939	0.1106	-0.0325	-0.0439
Si	3.0239	0.4397	2.9198	-0.1826	-0.0064	0.2173
Si	3.1796	4.3676	3.0908	0.0474	0.1382	0.3299
Si	3.1452	8.1428	2.5461	0.0618	0.1372	-0.0011
Si	3.0337	11.9097	2.3575	0.0272	0.107	-0.2717
Si	6.9018	0.3724	2.8725	-0.1135	0.0267	-0.0398
Si	7.0639	4.2362	2.9091	0.0566	0.0471	0.4719
Si	7.0461	8.1543	2.6136	-0.1093	-0.0138	-0.0668
Si	6.7396	11.8572	2.4411	0.0171	-0.1249	0.1138
Si	10.7535	0.4543	2.9335	0.0403	0.0341	0.1122
Si	10.9306	4.2885	2.8231	-0.0161	-0.0264	0.2933
Si	10.8722	8.2438	2.5857	0.1149	0.044	-0.0194
Si	10.7924	11.8754	2.6774	-0.1127	-0.1562	0.2513
Si	1.1149	0.4237	4.2518	0.1488	-0.0202	0.0155
Si	1.205	4.317	4.3594	-0.1842	-0.0527	-0.2802
Si	1.2272	8.1396	3.9593	-0.0182	0.0537	0.0057
Si	1.2104	11.8997	3.9737	-0.0701	0.011	0.0014
Si	4.9888	0.4472	4.2004	0.0224	-0.0957	0.0846
Si	5.1543	4.2809	4.3475	0.1064	0.0564	-0.1778
Si	5.0906	8.1326	3.9188	0.0081	0.1134	-0.0299
Si	4.8701	11.9265	3.8777	0.1292	-0.0749	0.0363
Si	8.8242	0.4386	4.2285	0.0205	0.0662	0.1081
Si	9.0192	4.2937	4.2718	-0.0123	-0.0799	-0.2986
Si	8.9654	8.1503	3.9955	-0.1128	-0.0138	0.0794
Si	8.7652	11.8924	3.9092	0.0838	-0.0687	-0.1655
Si	1.14	-1.5828	5.4383	0.1034	0.0312	0.0812
Si	1.1618	2.3038	5.6046	0.0648	-0.0552	0.1755
Si	1.224	6.3529	5.5369	0.0036	0.0295	0.1326
Si	1.1962	9.9834	5.3719	0.1058	-0.1096	-0.0891
Si	4.9434	-1.565	5.3577	0.0115	0.0647	-0.0464
Si	5.0653	2.3003	5.6613	-0.0974	0.0991	0.2276
Si	5.1515	6.3389	5.4637	0.0076	-0.0244	0.0405
Si	4.9789	10.0225	5.2737	-0.0399	-0.0015	0.0431
Si	8.8212	-1.6024	5.388	0.1709	-0.0536	0.0198
Si	8.9272	2.3406	5.6207	-0.2826	0.1618	0.1156
Si	9.013	6.3063	5.5247	0.0274	-0.0642	-0.0876
Si	8.8774	10.0467	5.3685	-0.1464	-0.0077	0.0325
Si	3.0745	-1.5746	6.7813	-0.0792	0.3263	-0.0428
Si	3.0569	2.2714	6.9633	-0.0945	-0.2206	-0.2457
Si	3.2251	6.3432	6.8151	-0.0459	0.0512	-0.1158
Si	3.1193	9.8477	6.7	-0.0789	-0.1947	-0.124
Si	6.8713	-1.5795	6.6951	-0.004	0.2841	0.0198
Si	7.0278	2.3408	7.0331	0.207	-0.0783	-0.1974
Si	7.0595	6.3892	6.8384	-0.0591	0.079	0.1004
Si	6.8924	10.1598	6.64	0.0334	0.0025	-0.1382
Si	10.7396	-1.6083	6.8229	0.0967	0.0936	-0.1139
Si	10.8304	2.257	7.0132	0.0213	-0.2684	0.0347
Si	10.8827	6.3442	7.0137	0.1178	0.0618	0.1541
Si	10.8234	9.9394	6.7581	-0.0734	-0.0607	0.0317
Si	2.988	0.2851	8.3272	0.0207	-0.0377	0.313
Si	3.1441	4.3641	8.0076	-0.1161	0.0007	0.0649
Si	3.2575	8.1262	8.3752	0.2684	0.1441	0.2648
Si	3.0749	11.7777	7.8717	0.1855	0.0031	0.0474
Si	7.0122	0.2015	8.2211	0.0312	0.148	0.2538
Si	7.0642	4.479	8.2123	-0.2072	-0.0799	0.0827
Si	7.0714	8.3927	8.0859	-0.0024	-0.13	0.2793
Si	6.8264	11.9997	8.1059	-0.2317	-0.1292	0.3101
Si	10.6867	0.2532	8.3723	-0.1398	0.0146	0.2023
Si	11.0107	4.262	8.2134	0.0614	0.2719	0.1072
Si	10.9229	8.2926	8.53	-0.3265	-0.013	0.2656
Si	10.7492	11.8064	8.0928	0.1797	0.1247	0.172
Si	1.0274	-0.194	9.7062	0.085	-0.2946	0.3375
Si	1.3994	4.757	9.5507	0.1595	-0.2605	0.4217
Si	1.4513	7.9274	9.9318	0.2711	-0.4432	0.2649
Si	1.2505	11.9831	9.2602	-0.0568	0.2702	0.6334
Si	5.0404	0.5833	9.4431	-0.0894	0.1252	-0.0207
Si	5.029	3.9087	9.2714	-0.1165	0.0029	0.3054
Si	5.3121	8.57	9.6113	-0.1339	0.022	0.3011
Si	4.817	11.6457	9.3915	-0.0656	-0.0508	0.2252
Si	8.7872	-0.3372	9.8032	-0.0916	-0.4543	-0.1134
Si	9.0579	4.1857	9.4065	0.1417	-0.0398	0.4499
Si	8.7987	8.8482	9.6427	0.0502	0.3052	0.2689
Si	8.7913	11.9349	9.3413	0.0609	-0.1313	0.679
Si	2.1051	0.4055	15.1135	0.0146	0.1357	0.2014
Si	7.3379	-1.8382	15.363	0.0089	-0.167	0.0052
Si	8.2143	8.2107	14.3423	0.093	0.0375	0.4212
Si	5.1268	1.4969	11.9685	-0.1188	0.0019	0.3906
Si	4.1971	-1.9896	15.6163	-0.0358	0.0117	0.0904
Si	11.7994	0.1477	17.452	0.2451	-0.0145	-0.3978
Si	9.9367	-2.4775	13.8768	-0.0754	-0.0221	0.1611
Si	3.0213	7.3119	17.1829	0.1919	0.3278	-0.3793
Si	4.9054	9.4189	17.9201	-0.0776	0.1014	-0.3382
Si	0.8492	-2.749	18.4052	0.2001	-0.0348	-0.308
Si	7.1228	7.2456	11.7475	-0.1092	0.189	0.1465
Si	14.4747	12.2593	11.5237	0.065	-0.234	-0.0848
Si	1.7079	8.6726	13.0658	-0.1277	-0.0366	0.5024
Si	6.5557	-8.0278	19.7027	-0.0537	0.1867	-0.1983
Si	8.8964	0.3371	17.1813	-0.0885	0.1106	-0.3757
Si	3.9021	10.7704	13.9734	0.1947	0.0127	0.4496
Si	0.8434	-0.9779	12.6133	-0.1876	0.0662	0.3866
Si	8.7384	4.7638	12.2048	0.2205	0.2497	0.4411
Si	6.5217	4.1891	19.2416	-0.0325	0.0526	-0.315
Si	8.9517	3.4583	17.2615	0.0999	-0.0575	-0.2646
Si	3.1841	4.5256	16.3542	0.1653	-0.0239	-0.1726
Si	8.1041	2.0774	11.3115	0.2812	0.1087	0.0655
Si	6.667	-2.6565	20.1224	-0.1006	-0.0227	-0.4334
Si	3.8726	2.7791	14.1871	-0.1229	0.0336	0.5256
Si	1.1443	6.3991	15.1508	-0.1473	-0.0076	0.1733
Si	9.597	5.6563	15.0405	0.015	0.171	0.1897
Si	9.4414	-3.4634	18.9449	0.0137	-0.097	-0.4237
Si	3.3064	3.6645	11.5502	-0.176	0.2584	0.2508
Si	-1.0026	9.9817	13.8567	-0.1826	-0.0556	0.2877
Si	2.1373	6.1213	19.7525	0.1832	0.2155	-0.3611
Si	10.1753	-5.7776	20.6867	-0.0524	-0.0742	-0.3153
Si	10.8931	4.7026	19.1882	-0.1517	-0.1999	-0.415
Si	6.5898	-4.8787	15.6081	0.1499	-0.1157	0.0798
Si	3.5553	3.6219	19.1443	-0.0073	0.0395	-0.3439
Si	-0.7445	11.4915	16.3408	0.1086	-0.2379	-0.0387
Si	10.1972	0.6213	19.8369	-0.0285	-0.0621	-0.1635
Si	3.9128	12.2065	18.5914	-0.1057	-0.2067	-0.2716
Si	-2.0113	7.1528	19.7212	-0.0712	-0.1005	-0.4697
O	0.1701	0.4089	-0.4188	0.3717	-0.3645	-0.5519
O	-1.9774	6.5081	21.2274	0.1205	0.3892	0.0378
O	10.5808	-0.5586	20.8736	-0.0426	0.1664	0.3694
O	2.1461	1.903	-0.9496	-0.4018	-0.0093	0.2104
O	9.8213	1.8389	20.8329	0.1771	0.2438	0.2123
O	12.4156	5.2788	19.1381	0.0061	0.1238	0.2361
O	9.9659	5.965	18.7328	0.0449	0.0104	0.4283
O	-0.8665	12.7714	15.3372	-0.1331	-0.1902	-0.1988
O	4.2829	-1.646	-1.2168	0.1821	0.2167	-0.1311
O	4.0321	10.5781	18.6258	0.1075	0.2314	-0.0169
O	4.9492	0.9958	-0.4461	-0.2002	-0.1671	0.4721
O	5.1046	4.1199	-0.3385	-0.095	-0.024	0.3894
O	5.1136	7.1615	-0.7594	-0.1557	0.5937	0.379
O	5.3687	9.3386	-2.1955	-0.1661	-0.0977	0.6528
O	2.5887	7.3007	18.7341	-0.1162	-0.4166	0.199
O	10.3628	3.5595	18.1256	-0.0295	0.1954	0.2705
O	8.7106	-0.8072	-1.1051	0.1439	-0.2278	0.3516
O	5.7233	-1.567	15.1041	0.0182	-0.176	0.0817
O	8.657	2.6352	9.8805	0.0005	0.3194	0.2084
O	9.2357	-4.7719	19.866	0.1828	-0.0681	0.2163
O	9.0698	5.5895	-1.3834	0.0069	-0.0524	0.5724
O	0.4094	9.6525	13.1592	0.0958	-0.0807	-0.0524
O	9.2556	10.3081	-1.7428	-0.1211	0.0674	0.58
O	1.0995	-0.2138	14.0183	0.1043	-0.1022	-0.2804
O	3.8548	11.3378	12.4734	-0.2942	0.055	-0.0406
O	1.8244	3.9103	10.9309	0.1496	0.1756	-0.3746
O	1.2424	6.2933	10.0968	0.0511	0.1272	-0.2419
O	1.9262	8.4204	11.4635	-0.2547	-0.0607	-0.6199
O	9.1183	4.398	15.9429	0.0425	0.0072	0.1155
O	13.6435	13.3841	12.363	0.1127	-0.1117	-0.1924
O	1.8093	11.3518	10.7108	0.0198	0.2783	-0.2622
O	5.1471	0.1141	11.0921	0.0168	0.5534	-0.6003
O	7.8421	-0.7227	16.4854	0.1473	-0.0281	-0.0142
O	2.6399	1.8065	14.5331	0.2087	0.0334	-0.1243
O	3.6883	2.0883	11.4368	0.0846	0.1002	0.1352
O	5.1102	10.1571	10.1141	-0.1336	0.0346	-0.507
O	5.752	7.6186	10.9273	-0.0538	0.2313	-0.2777
O	4.1091	12.7454	10.4563	0.0781	-0.3798	0.0868
O	11.4847	0.9293	18.8543	-0.3221	-0.2307	0.1933
O	8.6062	0.5158	11.2437	-0.1079	0.0114	-0.3183
O	7.352	5.6391	12.0288	0.1256	0.0404	-0.1332
O	7.6838	3.9512	18.1392	-0.085	-0.0111	0.3288
O	8.3882	7.8671	10.9111	0.0372	0.1737	-0.1598
O	8.7409	10.4637	10.185	0.1162	-0.236	-0.5752
O	2.9141	9.4501	13.9098	-0.1343	0.036	-0.3745
O	-1.966	8.7089	13.6046	-0.0621	0.0992	-0.0113
O	6.2705	5.795	19.3877	0.1317	-0.1373	0.0887
O	0.8123	0.073	11.3551	0.1437	-0.1338	-0.7094
O	5.1313	3.4859	18.7702	-0.1309	0.1358	0.242
O	5.1787	12.7817	19.4447	0.2008	-0.063	0.1429
O	9.5962	5.2893	13.4629	-0.2652	-0.0463	-0.2633
O	6.0479	-5.2008	17.0884	-0.1674	-0.0179	0.0213
O	-0.6337	-1.6715	12.8434	0.2418	0.0395	-0.0858
O	8.8382	13.4001	10.1961	-0.0191	0.2322	-0.4334
O	9.4943	5.0123	10.7833	-0.3336	-0.373	-0.2252
O	3.4157	3.9582	13.1441	0.0827	-0.3692	-0.4174
O	3.5278	12.0894	14.8849	0.1268	-0.1039	-0.156
O	1.0865	13.559	9.6776	0.1446	0.1179	-0.0383
O	9.0064	2.8336	-1.3578	0.0959	0.0881	0.5396
O	8.4521	-1.7751	14.1241	0.1275	-0.1422	0.1194
O	8.6371	1.9147	16.8024	0.1282	-0.0792	0.2371
O	7.318	-3.4339	15.7215	-0.1254	0.2622	-0.0627
O	8.0286	-2.6472	19.1689	-0.1067	-0.1146	0.3171
O	12.477	-1.2687	17.7844	-0.2152	-0.0589	0.1545
O	-2.0042	11.5036	17.3711	0.2003	0.2101	0.3786
O	-1.7031	11.3627	13.3157	0.165	0.0321	0.1542
O	1.9175	4.9604	15.3921	0.1623	0.1767	0.2222
O	5.12	2.2564	9.2469	-0.0133	-0.035	0.4254
O	7.7091	9.3971	15.3013	-0.0241	-0.0738	-0.2551
O	-0.7596	10.1307	15.4696	-0.0442	0.2543	-0.3302
O	8.5611	6.901	15.2539	0.1163	-0.0092	-0.336
O	3.2925	-0.6614	15.4139	-0.0901	-0.012	-0.1159
O	1.669	7.4151	16.3044	0.1659	-0.293	-0.0066
O	4.1635	-2.4217	17.1757	-0.0449	-0.1343	0.0609
O	9.0236	4.2097	0.8356	-0.0712	0.0668	-0.6421
O	10.3907	-0.0313	16.6501	-0.0235	0.0221	0.3541
O	6.5105	2.2135	11.5229	0.0795	-0.1059	-0.0579
O	4.266	3.6183	15.5289	-0.3417	-0.045	-0.2115
O	5.5463	8.3495	18.931	0.1311	-0.1729	0.113
O	-0.929	8.3882	19.6921	-0.2944	0.0664	0.4379
O	4.5048	4.4612	10.7674	0.0791	-0.356	-0.3422
O	5.0467	1.7809	13.5927	-0.1004	0.0506	-0.5318
O	3.8558	5.9489	16.8087	-0.4007	-0.0731	0.1283
O	-0.5809	-2.8378	19.2496	-0.0615	-0.0689	-0.0798
O	12.8627	0.8608	16.4682	-0.1319	-0.233	-0.0168
O	2.7735	3.6648	17.6921	0.228	0.1198	0.3233
O	2.3387	-2.9619	19.0621	0.0056	0.0657	0.0446
O	1.4422	7.1915	13.7512	0.0307	0.2825	-0.1128
O	8.6411	3.1432	12.4355	-0.1829	-0.0749	-0.3742
O	8.9467	0.2453	18.8272	0.3546	0.065	0.1493
O	7.0728	7.9171	13.2334	0.1903	-0.198	-0.4596
O	-0.428	6.1098	15.382	0.0109	0.0054	-0.1421
O	5.4081	10.3779	14.4854	-0.233	0.1629	-0.0229
O	8.7554	12.1778	-0.1045	-0.0146	-0.2524	0.1776
O	1.1683	4.1855	-0.2107	0.1317	-0.0486	0.2631
O	0.656	-3.8222	17.1764	-0.2838	0.3487	0.2583
O	10.7154	4.2057	20.7203	-0.0884	-0.2385	0.1404
O	3.3304	5.0384	19.9169	-0.0806	-0.0525	0.0267
O	3.9511	8.5993	16.8901	-0.0011	-0.1047	0.2879
O	8.0797	-7.682	19.2514	0.2205	-0.1929	0.3829

Results
free energy: -62184.690 eV
free energy less fixed offsets of O -463.61, Si -117.95 eV per atom: -18.390 eV
pressure: -2.27 GPa
stress xx, yy, zz, yz, xz, xy (GPa, positive in tension): 2.08, 2.65, 2.08, -0.22, 0.16, 0.12

The program warned: the forces do not sum to zero within the program's tolerance.
